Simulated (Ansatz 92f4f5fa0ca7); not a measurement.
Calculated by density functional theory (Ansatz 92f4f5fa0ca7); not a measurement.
Periodic cell of 216 atoms, Si120O64H32, with a vacuum gap, from a study of silicon, its oxide and their interface. The atomic structure is a simulated model.

Settings
functional: r2SCAN
potential files: Ansatz PAW
basis: plane waves
wave-function cutoff: 800 eV
density cutoff ratio: 5
exchange-correlation grid ratio: 1
k mesh: 1 x 1 x 1, shifted by 0.5 0.5 0 of a step
self-consistency stop: 1e-11 eV per atom in the density residual
occupations: fixed
spin: none
net charge: 0
applied field: sawtooth along c, amplitude +0.015 V/angstrom in the program's sign convention, ramp centred at 0.9874 of c and 0.0253 of c wide, no dipole correction

Cell vectors (angstrom)
a 10.888 0 0
b 0 10.888 0
c 0 0 39.5488

Atoms and the computed forces on them: element, x, y, z (angstrom), force x, y, z (eV/angstrom)
Si 0.3823 -0.4673 25.8527 -0.0003 -0.0066 0.0259
Si 3.0003 2.5984 25.8766 0.0058 -0.0021 0.022
Si -0.322 5.8075 25.9448 0.0009 -0.0035 0.0137
Si 4.2624 9.7063 27.2144 -0.0024 0.0004 -0.0084
Si 5.2924 0.4374 25.7531 0.0002 0.0029 0.0282
Si 8.1523 2.9228 26.0434 -0.0004 0.004 0.0173
Si 5.6362 4.7402 25.5619 -0.0004 0.0009 0.0231
Si 8.9109 7.5951 25.9624 -0.0007 0.0105 0.0168
Si 1.3723 1.3542 27.0294 0.0013 -0.004 -0.0051
Si 4.2282 3.9696 27.2771 0.0039 -0.0005 -0.0163
Si 1.5186 6.7783 27.0947 -0.0016 0.0112 -0.0098
Si 2.8117 8.439 25.9763 -0.004 0.0014 0.0167
Si 6.9063 1.35 27.2224 -0.0015 0.0101 -0.0095
Si 9.5996 4.1842 27.3342 -0.0121 0.003 -0.019
Si 6.999 6.9029 27.1357 0.0119 -0.0039 -0.0024
Si 9.7202 9.3811 27.2435 0.0108 -0.0047 -0.0239
Si 0.0822 2.6994 28.5029 0.0106 0.0038 0.0167
Si 2.7695 0.0818 28.5255 0.0048 -0.005 0.006
Si 0.1684 8.062 28.6129 -0.0066 0.003 0.0079
Si 2.8405 5.4227 28.4891 -0.0059 -0.0106 0.0174
Si 5.5523 2.6485 28.6621 0.0037 -0.0098 -0.0003
Si 8.2703 -0.0828 28.4964 -0.005 -0.0029 0.0147
Si 5.5857 8.2393 28.494 0.0076 -0.0036 0.013
Si 8.1477 5.4564 28.638 0.0053 0.0021 -0.0019
Si 1.448 4.0679 29.8637 -0.0158 -0.0042 0.0164
Si 4.1088 1.3537 29.9652 0.0204 0.0299 0.0182
Si 1.4525 9.5405 29.8941 -0.0022 0.0074 0.0172
Si 4.1714 6.84 29.8263 0.0167 0.0191 0.0269
Si 6.8444 4.0699 29.987 -0.0057 0.0002 0.0091
Si 9.5831 1.3405 29.856 -0.011 0.0027 0.0255
Si 6.8986 9.5294 29.9256 -0.0048 0.0165 0.0233
Si 9.586 6.7867 29.9445 -0.0063 -0.0054 0.0143
Si 0.0372 -0.0144 31.2376 0.0068 0.0013 0.1897
Si 2.7534 2.7348 31.2867 0.0034 -0.0313 0.1653
Si 0.0486 5.3959 31.2584 0.0209 -0.0012 0.1715
Si 2.7915 8.1623 31.2284 0.0014 -0.0328 0.1943
Si 5.4781 -0.0267 31.2809 0.0247 -0.0331 0.1663
Si 8.2205 2.6849 31.2676 0.0127 -0.0161 0.1789
Si 5.4647 5.4702 31.261 0.0085 -0.0097 0.1843
Si 8.228 8.1618 31.2844 0.0008 -0.0119 0.1694
Si 1.3613 1.3653 32.6115 0.1058 -0.0461 0.2692
Si 4.1 4.1079 32.6203 -0.0448 0.0967 0.3856
Si 1.3843 6.8226 32.585 0.0961 -0.2036 0.1597
Si 4.1087 9.4972 32.6317 0.1901 -0.0091 0.319
Si 6.8135 1.3664 32.6274 0.1112 -0.1469 0.2897
Si 9.5529 4.0584 32.6275 0.1768 -0.1204 0.3076
Si 6.8329 6.8143 32.6227 0.0462 -0.0712 0.3124
Si 9.5471 9.5461 32.6243 0.1114 -0.0817 0.3534
Si -0.0196 2.6926 6.9494 -0.1002 0.1664 -0.3032
Si 2.7041 -0.0199 6.9102 -0.0785 0.0993 -0.2739
Si -0.0161 8.1573 6.9234 -0.2065 0.1339 -0.205
Si 2.7312 5.4653 6.8994 0.0059 -0.0594 -0.4444
Si 5.4374 2.7305 6.9466 -0.1172 -0.0102 -0.1526
Si 8.1519 -0.0051 6.9321 -0.0972 0.0778 -0.3211
Si 5.4666 8.1575 6.9506 -0.0773 0.0659 -0.305
Si 8.155 5.4208 6.9283 -0.112 0.1186 -0.2151
Si 1.3504 4.1091 8.2204 -0.0114 -0.007 -0.1726
Si 4.0616 1.3291 8.2736 0.0128 0.0148 -0.1713
Si 1.289 9.56 8.281 -0.0306 0.0226 -0.1842
Si 4.1001 6.7834 8.2786 0.0021 0.0144 -0.1863
Si 6.7703 4.1084 8.3257 -0.0122 0.0083 -0.1878
Si 9.4501 1.3668 8.3105 -0.0071 0.0254 -0.1826
Si 6.7845 9.5518 8.3118 -0.0174 0.0087 -0.1766
Si 9.4808 6.8006 8.287 -0.0228 0.04 -0.1747
Si -0.1273 0.0041 9.6845 0.0125 -0.0107 -0.0287
Si 2.6734 2.7236 9.549 -0.0068 -0.014 -0.0059
Si -0.0313 5.4192 9.5938 0.0141 -0.0004 -0.0253
Si 2.7009 8.1737 9.5203 -0.0113 -0.0172 -0.0088
Si 5.4203 0.0136 9.7027 -0.0191 -0.0135 -0.0263
Si 8.078 2.7191 9.6861 0.0102 -0.0051 -0.0222
Si 5.4094 5.4493 9.7332 -0.0035 -0.0016 -0.021
Si 8.09 8.1518 9.6632 0.0125 -0.0077 -0.0161
Si 1.239 1.4761 10.9096 0.0046 0.0133 -0.0077
Si 4.0096 3.9922 10.9779 -0.0211 0.0016 -0.0118
Si 1.3533 6.8284 10.8438 -0.0028 0.0035 -0.0015
Si 3.9975 9.4773 10.9437 -0.0028 -0.0002 -0.0021
Si 6.6945 1.4334 11.1413 0.0008 -0.0033 -0.0021
Si 9.4907 4.0685 10.9688 0.0072 -0.0022 -0.0093
Si 6.7143 6.8882 11.1237 -0.0018 0.0124 -0.007
Si 9.3467 9.5301 11.0648 -0.0005 -0.0055 -0.0107
Si -0.1229 2.6878 12.4291 -0.0005 0.0003 0.0067
Si 2.6143 0.0656 12.1052 -0.0035 -0.0075 0.0133
Si 0.0291 8.1825 12.1992 0.0018 -0.0011 0.0158
Si 2.6029 5.3695 12.1702 0.0019 -0.0007 0.0172
Si 5.1514 2.6382 12.5656 0.0061 -0.0009 0.0089
Si 7.8941 -0.0336 12.5335 0.0002 0.0033 0.013
Si 5.2122 8.1991 12.5356 -0.0112 -0.0045 0.0136
Si 8.2207 5.5092 12.3083 0.0074 0.0047 0.0122
Si 1.0948 4.3285 13.6354 0.0046 0.001 -0.0025
Si 3.9415 1.0007 13.7471 -0.0156 0.0047 0.0089
Si 1.1501 9.8042 13.4183 0.0055 -0.0023 0.0019
Si 4.0002 6.4444 13.6622 -0.0079 0.0056 0.0091
Si 6.0884 4.1045 14.1369 0.006 0.0066 0.018
Si 9.6692 0.9772 13.7149 -0.0042 0.0024 0.0022
Si 5.8526 10.1624 13.7599 0.0133 -0.0109 0.0202
Si 9.8732 6.6202 13.5145 -0.0027 0.0073 -0.0017
Si 3.5973 7.4695 23.272 -0.0025 -0.003 0.0341
Si -8.8713 29.2499 19.777 -0.0015 -0.0002 0.0335
Si 2.0086 26.4349 21.0883 -0.0033 -0.0009 0.0381
Si -4.1932 30.8944 16.6185 0.0002 -0.0066 0.029
Si 16.4923 5.3402 18.7827 -0.0038 0.0043 0.0293
Si 14.2516 4.5422 23.5835 0.0059 -0.003 0.0267
Si 9.073 21.1574 18.2209 -0.0033 -0.0027 0.0269
Si 7.5969 14.9712 16.6964 0.0024 0.0054 0.0281
Si -32.6982 29.6127 17.6355 0.0054 0.0003 0.0228
Si -7.6584 3.1934 18.8725 -0.0007 -0.0009 0.0348
Si 8.5288 39.5235 16.0973 -0.0002 -0.0014 0.0169
Si -2.0135 -24.9141 22.8275 0.0018 0.0013 0.0263
Si -4.1098 -11.6829 20.3809 -0.0049 0.001 0.026
Si -2.1079 -8.5767 23.2097 0.0019 0.0018 -0.0022
Si -11.4756 -0.3215 22.8775 -0.0043 0.0026 0.0548
Si 2.0688 -8.3594 15.9435 -0.0024 0.0054 0.0337
Si 17.0197 7.2546 21.2619 -0.0003 0.0053 0.0396
Si -11.9577 -9.0018 16.6224 -0.0016 -0.0026 0.0207
Si -11.4446 26.7712 22.9066 -0.0035 0.0005 0.0297
Si -8.8512 20.5529 21.5958 -0.0022 0.0017 0.0214
Si 4.3707 7.9832 17.9415 -0.0016 -0.0053 0.0237
Si 4.3213 0.7578 20.5956 0.0015 -0.0029 0.0261
Si 24.0625 29.8777 15.6355 -0.0006 -0.0001 0.022
Si 28.0084 11.6732 22.8214 0.0034 0.0031 0.0331
O -0.5373 -12.5141 18.2331 -0.0008 -0.0027 -0.0065
O -6.4282 4.2281 18.9724 0.0019 0.0019 -0.0097
O 10.9143 -16.2894 14.1098 -0.0029 -0.0003 -0.0048
O -20.4606 8.7216 20.5068 -0.0005 -0.0082 -0.0202
O 0.96 7.0481 18.6365 -0.0082 0.0007 -0.0188
O 2.686 19.5179 22.6425 -0.0036 0.0058 -0.0133
O -7.2183 1.8478 19.6282 -0.0027 0.0097 -0.0124
O -3.776 18.4883 16.2661 0.0002 0.0035 -0.0045
O 19.4114 7.8844 24.3949 -0.001 0.0015 -0.0238
O 6.0141 -15.7812 20.2268 -0.0028 -0.0073 -0.0182
O -5.9742 18.1332 22.3466 0.0064 -0.0001 -0.0125
O 6.0482 17.1512 25.9355 -0.009 -0.0055 -0.0072
O 0.5345 2.1031 16.3595 0.0023 0.0008 -0.007
O 9.4932 17.9014 17.3827 -0.0055 0.0004 -0.0153
O -1.3431 9.1864 22.4053 -0.0002 0.0002 -0.0099
O -7.8669 1.4747 15.0912 0.01 -0.0053 -0.0247
O -12.1026 0.8261 17.8394 0.0014 0.0061 -0.0136
O -3.9179 -0.3651 21.9377 0 -0.0049 -0.0179
O 14.365 8 19.2868 0.0059 0.0013 -0.0122
O -5.9916 -6.2442 24.1083 -0.0084 -0.0002 -0.016
O 1.626 9.4368 25.4112 0.0025 -0.0005 -0.0062
O 2.5575 14.42 24.5795 -0.0018 0.0022 -0.0123
O -1.7122 12.311 15.2052 0 -0.0011 -0.0164
O -6.788 12.3826 25.3505 0.0006 -0.0003 -0.0053
O -12.5496 25.5787 22.7342 -0.0001 0.0014 -0.0082
O 37.5471 1.2615 22.0447 -0.006 -0.0011 -0.0176
O 13.7963 17.7405 14.8239 0.0048 -0.0032 -0.0111
O -13.5115 5.3065 15.8973 -0.0009 -0.0002 -0.009
O -16.1902 9.0482 17.7924 0.004 0.0043 -0.0159
O -4.9442 21.8875 24.2767 0.0008 -0.0018 -0.0187
O 15.9925 5.4078 14.3176 0.0013 -0.005 -0.0103
O 6.8705 -6.2669 18.0518 0.0077 -0.0049 -0.0158
O 7.5272 -3.5727 22.0598 -0.0097 -0.0011 -0.0119
O -2.6898 10.2379 19.597 0.0102 0.0016 -0.0224
O 11.6955 18.7894 16.2528 0.0035 0.0008 -0.0068
O -0.0965 37.7738 24.4606 0.0041 -0.004 -0.0191
O 4.989 6.4929 17.8166 -0.0012 0.0043 -0.0045
O 6.0854 20.7591 15.3492 -0.0075 0.008 -0.031
O -0.0318 10.7683 14.014 -0.0018 0.0044 -0.0006
O 24.6009 -7.9878 17.3321 -0.0073 -0.0047 -0.0295
O 13.1904 17.0982 20.7266 -0.0012 0.0052 -0.0186
O 18.3414 4.53 13.3816 -0.0031 -0.0041 -0.0151
O 3.1963 4.0593 22.0408 -0.0051 -0.0003 -0.0192
O 22.6769 21.4864 22.2425 0.0067 -0.0023 -0.0094
O 3.3529 -2.4644 16.7792 -0.006 0.0018 -0.0223
O 7.0117 3.9002 25.3808 -0.0037 0.0016 -0.0096
O 21.3169 10.6276 24.4823 -0.0003 0.0038 -0.0105
O -8.9124 14.7058 19.7042 0.0031 -0.0056 -0.0176
O -7.7034 10.5498 20.9101 0.0036 0.0021 -0.0095
O -4.3931 3.5061 15.6222 -0.0086 0 -0.0195
O -8.9912 3.8217 14.9739 -0.0036 0.0032 -0.016
O 9.2364 7.4472 14.776 0.0027 -0.004 -0.0154
O 13.029 9.3555 14.6408 -0.0023 0.003 -0.0081
O 8.8424 14.0014 17.0733 0.0009 0.0019 -0.01
O -1.8934 24.0083 24.8188 0.0024 -0.004 -0.0331
O 20.4657 1.0858 22.4845 0.0009 -0.0028 -0.0101
O -1.0246 -4.39 22.5058 -0.0002 0.0001 -0.0074
O 5.6127 11.0587 19.7932 0.0014 -0.0001 -0.0063
O -13.7403 -1.0049 17.049 -0.006 -0.0034 -0.017
O 6.1729 19.4805 20.3558 0.0005 0.003 -0.01
O 14.742 18.8787 24.7853 0.0007 -0.0054 -0.018
O -3.6859 -8.8098 22.9165 -0.0048 -0.0059 -0.0108
O 22.4067 -6.3325 21.9093 0.0098 -0.0004 -0.0147
O 2.7909 27.8474 23.536 -0.0007 0.0009 -0.0175
H 2.1702 0.5309 33.544 -0.2267 0.2738 -0.2703
H 0.5234 2.1707 33.544 0.3337 -0.3414 -0.2817
H 3.2748 4.9262 33.5527 0.3098 -0.3096 -0.2379
H 4.9096 3.274 33.5527 -0.2294 0.3465 -0.2749
H 0.543 7.6245 33.5174 0.3082 -0.23 -0.3328
H 2.2029 5.9977 33.5174 -0.2755 0.3551 -0.2397
H 4.936 8.681 33.5642 -0.3576 0.3279 -0.2306
H 3.277 10.309 33.5642 0.2392 -0.2301 -0.3031
H 5.9881 2.1846 33.5598 0.3167 -0.2419 -0.3051
H 7.6252 0.5346 33.5598 -0.3179 0.312 -0.2254
H 8.7206 4.8695 33.5599 0.2704 -0.2254 -0.3247
H 10.3592 3.2213 33.5599 -0.3302 0.3845 -0.2148
H 7.6328 5.9712 33.5551 -0.263 0.283 -0.2643
H 6.0041 7.6291 33.5551 0.3636 -0.2812 -0.2783
H 8.7079 10.3502 33.5567 0.3464 -0.2284 -0.3041
H 10.3493 8.7052 33.5567 -0.2447 0.3588 -0.2204
H 0.8183 1.8873 6.0169 -0.3844 0.1917 0.2982
H -0.8259 3.5297 6.0169 0.2607 -0.3607 0.2066
H 3.5358 -0.8317 5.9777 -0.3596 0.1591 0.2842
H 1.8952 0.8146 5.9777 0.3525 -0.2756 0.2202
H 0.8252 7.3555 5.991 -0.3197 0.2448 0.3219
H -0.8183 8.9983 5.991 0.2446 -0.3726 0.2192
H 1.9126 6.2903 5.967 0.3724 -0.2374 0.2442
H 3.5564 4.6469 5.967 -0.3284 0.2815 0.2264
H 6.2627 1.9123 6.0142 -0.2321 0.321 0.2843
H 4.6278 3.5643 6.0142 0.2626 -0.3407 0.2711
H 7.3402 0.8266 5.9996 0.2398 -0.3519 0.2245
H 8.9911 -0.8092 5.9996 -0.3019 0.2645 0.2945
H 6.2954 7.3427 6.0182 -0.238 0.3706 0.2742
H 4.6393 8.9737 6.0182 0.2435 -0.3161 0.2484
H 8.9873 4.6096 5.9958 -0.3032 0.2455 0.3033
H 7.3551 6.2639 5.9958 0.2482 -0.3821 0.2228

Results
free energy: -113759.033 eV
free energy less fixed offsets of H -15.71, O -570.45, Si -639.56 eV per atom: -0.313 eV

The program warned: the cutoff lies below the one the program advises for these potential files; the forces do not sum to zero within the program's tolerance; empty levels may hold ghost states of the PAW files; the exchange-correlation potential is rough where the density is thin.
